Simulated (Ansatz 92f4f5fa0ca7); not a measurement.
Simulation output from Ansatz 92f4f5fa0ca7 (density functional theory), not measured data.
Periodic cell of 278 atoms, Si167O105B1H5, from a study of silicon, its oxide and their interface. The atomic structure is a simulated model.
Doubt: the cutoff is far below the 930 eV that the study's wrapper takes by default for these files, so forces and energies are approximate.
This geometry differs little from another in the collection (a relaxation step or a small displacement).

Settings
functional: PBE
potential files: Ansatz PAW
basis: plane waves
wave-function cutoff: 580 eV
density cutoff ratio: 5
exchange-correlation grid ratio: 1
k mesh: 1 x 1 x 1, Gamma-centred
self-consistency stop: 5e-08 eV per atom in the density residual
occupations: fixed
spin: none
net charge: 0

Cell vectors (angstrom)
a, 11.6015, 0, 0
b, 0, 13.3963, 0
c, 0, 0, 30.9529

Atoms and the computed forces on them: element, x, y, z (angstrom), force x, y, z (eV/angstrom)
Si, 11.6165, -0.1124, 24.3323, -0.003, 0, 0.0008
Si, 3.7108, -0.177, 24.2084, 0.0087, -0.0007, -0.0079
Si, 7.7848, -0.1006, 24.0652, 0.0018, 0.0039, -0.0066
Si, 2.0256, 3.1227, 24.4118, -0.0016, 0.001, -0.008
Si, 5.9465, 3.3495, 24.2937, -0.0017, -0.0012, -0.0047
Si, 9.8909, 3.2465, 24.1926, -0.0078, 0.0013, -0.007
Si, 11.6616, 6.582, 24.2841, 0.0008, 0.0021, 0.0026
Si, 4.0059, 6.5657, 24.1334, 0.0031, 0.0073, -0.0026
Si, 7.7686, 6.6, 24.3113, -0.0014, 0.0044, 0.0094
Si, 1.8993, 9.8649, 24.2185, -0.0006, -0.0028, -0.0048
Si, 5.8197, 10.0633, 24.1907, -0.0003, -0.0004, -0.0025
Si, 9.6902, 9.8085, 24.2419, 0.0096, -0.0022, -0.0037
Si, 11.6697, 2.0923, 25.2009, 0.0083, -0.0035, 0.0033
Si, 4.0186, 2.0859, 25.0028, -0.002, -0.0007, 0.0074
Si, 7.8794, 2.1369, 24.8899, 0.0066, -0.0015, 0.005
Si, 2.0269, 5.4549, 24.918, -0.0104, -0.0059, 0.0041
Si, 5.8577, 5.5244, 25.1567, -0.0002, 0.0054, 0.004
Si, 9.7246, 5.4718, 25.0132, 0.0086, -0.0022, 0.003
Si, 11.625, 8.7824, 25.1115, -0.0059, 0.0018, 0.0068
Si, 3.9095, 8.829, 24.9133, 0.0018, 0.0005, 0.0046
Si, 7.7032, 8.8496, 25.0253, -0.0037, -0.0003, 0.004
Si, 1.8864, 12.0917, 25.1123, -0.0109, -0.0016, 0.0049
Si, 5.7926, 12.2779, 24.933, -0.0078, 0.0003, 0.005
Si, 9.6583, 12.119, 24.9262, 0.0023, -0.002, 0.0062
Si, 11.6185, 2.1634, 27.5158, -0.0053, 0.0001, -0.0048
Si, 3.9326, 2.1507, 27.3859, -0.0095, 0.0041, -0.0091
Si, 7.7854, 2.1742, 27.3158, -0.0039, 0.0004, -0.0084
Si, 1.9845, 5.5097, 27.3273, 0.0011, 0.0103, -0.0011
Si, 5.8189, 5.5446, 27.4819, 0.0025, -0.0057, 0.0001
Si, 9.6937, 5.5096, 27.3862, -0.0145, 0.0123, -0.0022
Si, 11.6101, 8.8563, 27.4526, 0.0038, 0, -0.009
Si, 3.8783, 8.8721, 27.3326, -0.0067, -0.0013, -0.0071
Si, 7.724, 8.894, 27.396, 0.0054, -0.0037, -0.0053
Si, 1.9185, 12.183, 27.454, 0.0054, 0.0038, -0.0054
Si, 5.7977, 12.2668, 27.3411, 0.0016, -0.0058, -0.0038
Si, 9.6523, 12.1975, 27.3359, 0.0055, 0.0045, -0.0109
Si, 1.9789, 1.047, 28.1956, 0.0083, -0.0045, 0.0051
Si, 5.8569, 1.0779, 28.1847, 0.0075, 0.0009, 0.0106
Si, 9.6665, 1.0391, 28.1894, -0.0035, -0.0072, 0.0069
Si, 11.6392, 4.4293, 28.1893, 0.0091, -0.0344, -0.0156
Si, 3.8855, 4.3994, 28.1873, 0.0022, -0.0112, 0.0019
Si, 7.7609, 4.4022, 28.1824, 0, -0.0052, 0.0067
Si, 1.9601, 7.74, 28.1746, 0.0001, 0.0028, 0.0138
Si, 5.7993, 7.7894, 28.2004, -0.0013, 0.022, -0.004
Si, 9.6569, 7.7542, 28.1858, -0.0021, 0.0012, 0.0123
Si, 11.5738, 11.0984, 28.2043, -0.0077, -0.003, 0.0066
Si, 3.8873, 11.1065, 28.1704, -0.0004, -0.0003, 0.0083
Si, 7.7166, 11.1317, 28.1711, -0.0063, 0.0031, 0.0048
Si, 1.9336, 1.1164, 30.558, 0.1216, -0.1052, 0.0852
Si, 5.8008, 1.1164, 30.558, 0.1522, -0.0995, -0.1115
Si, 9.6679, 1.1164, 30.558, -0.0868, -0.2141, 0.011
Si, 0, 4.4654, 30.558, 0.0998, 0.0739, 0.0357
Si, 3.8672, 4.4654, 30.558, -0.0459, -0.154, -0.0532
Si, 7.7343, 4.4654, 30.558, 0.0936, -0.2079, -0.0411
Si, 1.9336, 7.8145, 30.558, 0.1353, -0.0995, -0.1193
Si, 5.8008, 7.8145, 30.558, -0.0482, -0.0056, 0.1398
Si, 9.6679, 7.8145, 30.558, -0.0511, -0.1221, -0.0313
Si, 0, 11.1635, 30.558, -0.1136, -0.0516, 0.1294
Si, 3.8672, 11.1635, 30.558, 0.1085, -0.1307, -0.0897
Si, 7.7343, 11.1635, 30.558, -0.0443, -0.0393, -0.1183
Si, 0, 0, 0.3944, -0.119, 0.0825, -0.2975
Si, 3.8672, 0, 0.3944, 0.1571, 0.1469, -0.1332
Si, 7.7343, 0, 0.3944, -0.1415, 0.1771, 0.0946
Si, 1.9336, 3.3491, 0.3944, 0.1592, 0.1152, 0.0163
Si, 5.8008, 3.3491, 0.3944, -0.0641, 0.0796, 0.1099
Si, 9.6679, 3.3491, 0.3944, -0.2406, 0.2062, 0.0767
Si, 0, 6.6981, 0.3944, -0.1283, -0.1204, 0.0853
Si, 3.8672, 6.6981, 0.3944, -0.0117, 0.1106, 0.1505
Si, 7.7343, 6.6981, 0.3944, 0.0409, 0.1777, 0.3181
Si, 1.9336, 10.0472, 0.3944, 0.0287, -0.1227, -0.3016
Si, 5.8008, 10.0472, 0.3944, 0.0553, 0.1651, 0.3154
Si, 9.6679, 10.0472, 0.3944, -0.0981, 0.0812, 0.0875
Si, 11.575, 0.0637, 2.7275, 0.0013, -0.0117, -0.0123
Si, 3.8962, 0.0469, 2.7499, -0.0318, -0.0153, 0.0597
Si, 7.6884, 0.0716, 2.7667, 0.0225, -0.0231, 0.0553
Si, 1.9403, 3.4046, 2.7624, -0.0414, 0.0576, 0.0287
Si, 5.7632, 3.3963, 2.7823, -0.0141, 0.033, 0.051
Si, 9.6063, 3.4227, 2.7821, 0.0338, 0.0501, 0.0222
Si, 11.5569, 6.694, 2.7745, -0.0134, -0.0279, -0.031
Si, 3.8569, 6.7492, 2.7804, 0.0123, 0.0014, -0.0258
Si, 7.7187, 6.7716, 2.8153, -0.0157, 0.0065, -0.0226
Si, 1.9248, 10.0417, 2.733, 0.0082, 0.0053, -0.0116
Si, 5.807, 10.1178, 2.8055, -0.0023, -0.0737, 0.038
Si, 9.636, 10.1016, 2.7745, -0.0012, 0.009, -0.0171
Si, 11.5719, 2.3184, 3.4471, 0.0151, -0.0007, 0.0047
Si, 3.8417, 2.2583, 3.6137, 0.0688, -0.0031, -0.2107
Si, 7.6795, 2.2983, 3.6159, -0.0258, 0.0086, -0.1567
Si, 1.9195, 5.6434, 3.5843, 0.0023, -0.0008, 0.0002
Si, 5.7862, 5.6438, 3.5944, -0.002, -0.0229, 0.0191
Si, 9.6094, 5.6407, 3.6927, 0.0182, 0.0007, 0.0138
Si, 11.5696, 8.9348, 3.4793, -0.0005, 0.0119, 0.0266
Si, 3.8721, 8.99, 3.5814, -0.0053, -0.0245, 0.0045
Si, 7.7274, 9.0177, 3.6795, -0.0102, -0.0349, 0.0041
Si, 1.9293, 12.3048, 3.3598, 0.0011, 0.0056, 0.0142
Si, 5.7984, 12.3465, 3.6581, 0.0162, 0.0421, -0.1689
Si, 9.6291, 12.3693, 3.5175, -0.0149, 0.0055, 0.0059
Si, 11.5606, 2.3793, 5.7637, 0.0446, 0.0964, -0.0107
Si, 3.9601, 2.1702, 6.0231, -0.0552, 0.2359, 0.1058
Si, 7.4604, 2.2782, 6.0307, 0.1921, -0.022, -0.0483
Si, 1.9289, 5.6649, 5.9637, 0.005, -0.0371, -0.0026
Si, 5.7427, 5.6966, 5.9794, 0.0477, 0.0728, 0.0075
Si, 9.564, 5.6601, 6.1534, -0.0442, -0.0701, -0.0108
Si, 11.5729, 8.9567, 5.8193, -0.0057, -0.0566, -0.0133
Si, 3.8713, 9.0868, 5.9675, 0.0334, 0.0527, 0.0048
Si, 7.7406, 9.1347, 6.1193, -0.0404, 0.0884, 0.0284
Si, 1.9122, 12.3227, 5.6583, 0.0238, 0.0156, -0.0465
Si, 5.7912, 12.6101, 6.0851, 0.0457, -0.2989, -0.0695
Si, 9.6356, 12.4881, 5.8742, -0.024, -0.0215, -0.0101
Si, 1.84, 1.109, 6.4807, -0.1509, -0.1282, -0.0109
B, 5.7416, 1.2174, 6.2161, -0.0905, 0.1283, -0.1318
Si, 9.5854, 1.3809, 6.6168, 0.1737, -0.1745, 0.0125
Si, 11.5839, 4.5433, 6.7006, 0.0124, 0.0694, -0.0416
Si, 3.8546, 4.4748, 6.6984, -0.1038, 0.0618, 0.0049
Si, 7.5457, 4.5044, 6.9256, 0.0697, 0.1994, -0.1095
Si, 1.9227, 7.9408, 6.7251, 0.0241, 0.0389, 0.0199
Si, 5.7856, 7.9579, 6.7951, -0.011, -0.0399, -0.0764
Si, 9.691, 7.9673, 6.8877, 0.0029, 0.0434, 0.0097
Si, 11.5554, 11.2337, 6.3972, 0.0171, -0.0212, 0.0076
Si, 3.8266, 11.3881, 6.6493, -0.115, -0.1422, -0.1292
Si, 7.7564, 11.4773, 6.8887, 0.1183, -0.1539, -0.1426
H, 3.8424, 4.5128, 8.2007, -0.0088, -0.0256, -0.0023
H, 11.6874, 4.3839, 8.1903, -0.0057, 0.0039, 0.0091
O, 1.3795, 0.6898, 8.0168, -0.0226, -0.0064, 0.0907
O, 3.4908, 11.4995, 8.2884, 0.007, 0.045, 0.1284
O, 7.2841, 4.4676, 8.5991, -0.0261, -0.0437, 0.0868
O, 9.9611, 8.1798, 8.554, -0.0014, 0.0006, 0.0087
O, 5.7339, 7.9279, 8.4755, 0.0146, 0.0396, 0.0521
O, 1.8163, 7.98, 8.3914, -0.0111, 0.0044, 0.0202
O, 9.7796, 1.745, 8.2324, -0.0278, 0.0537, 0.061
O, -0.0818, 11.1131, 8.0322, 0.0018, 0.0015, 0.0752
O, 7.9877, 11.7199, 8.5304, -0.0135, 0.0508, 0.1046
H, 0.0862, -0.0294, 22.8367, -0.0002, 0.0007, 0.0009
H, 0.0211, 6.6568, 22.7898, -0.0001, -0.0017, 0.0015
H, 7.6981, 6.5845, 22.8151, 0.0024, -0.0025, 0.0021
O, 5.873, 10.3434, 22.536, 0.0012, 0.0002, 0.0065
O, 3.1398, 12.9327, 22.634, 0.0011, 0.0017, 0.0116
O, 6.0178, 3.7984, 22.6859, -0.0006, -0.0013, 0.0128
O, 1.9478, 2.6277, 22.8371, 0.001, 0.0027, 0.0128
O, 10.2687, 3.2651, 22.5549, -0.001, -0.0013, 0.0117
O, 7.8999, -0.1682, 22.381, -0.003, -0.0013, 0.0099
O, 1.6667, 9.6956, 22.5649, 0.0002, 0.0018, 0.0069
O, 4.291, 6.4555, 22.4825, -0.0018, -0.0045, 0.0143
O, 9.6927, 9.4372, 22.6173, -0.0025, 0.001, 0.0069
Si, 3.0611, 9.7098, 14.2333, 0.0025, -0.0116, -0.0004
Si, 10.7, 7.069, 19.1894, 0.0017, 0.0015, -0.0017
Si, 5.4199, 12.9186, 16.7523, 0, -0.0026, 0.0059
Si, 7.3393, 5.3316, 9.9905, -0.0017, 0.0353, 0.0334
Si, 8.9867, 8.0576, 9.8734, -0.0079, 0.0031, 0.0117
Si, 8.7799, 4.6688, 19.4953, 0.0017, 0.0039, -0.0006
Si, 2.0423, 2.4748, 21.2446, -0.0005, 0.0019, -0.0078
Si, 11.3778, 9.8872, 19.1142, -0.0015, -0.0031, 0.001
Si, 3.515, 0.1018, 11.3543, -0.0434, -0.0508, 0.0609
Si, 5.2374, 2.3851, 15.6128, -0.0033, 0.0039, 0.0098
Si, 10.7669, 12.1253, 17.0441, 0.0013, -0.0001, 0.0078
Si, 8.0873, 3.032, 16.9652, 0.0013, -0.0006, 0.0062
Si, 4.1891, 6.9923, 20.9382, -0.0009, 0.0035, -0.0092
Si, 6.0358, 1.3974, 12.7004, 0.0005, 0.0033, 0.0505
Si, 6.6925, 8.7326, 19.8277, 0.0009, 0.0011, -0.0024
Si, 11.5706, 11.0395, 9.6316, -0.0066, -0.0129, -0.021
Si, 8.199, 0.7491, 21.0587, 0.0013, 0.0013, -0.0065
Si, 3.9552, 4.1834, 19.7577, -0.0003, 0.0037, -0.0003
Si, 8.4273, 3.1932, 11.8245, 0.0262, 0.0346, 0.0129
Si, 0.1699, 6.3165, 14.3222, 0.0076, 0.0053, 0.0005
Si, 3.1197, 8.8267, 17.1274, -0.0001, -0.0013, 0.004
Si, 8.6876, 11.9562, 9.9848, 0.0507, -0.03, 0.0384
Si, 4.0076, 10.878, 9.7044, -0.0196, -0.0587, 0.0234
Si, 10.0166, 1.4248, 9.8062, 0.0193, 0.0058, 0.0109
Si, 5.4325, 6.7406, 11.7945, -0.0021, 0.0141, 0.0005
Si, 1.4701, 0.5466, 16.5323, 0.0003, -0.0011, 0.0118
Si, 5.8872, 10.6444, 14.8305, -0.0045, -0.0072, 0.0093
Si, 1.6969, 12.5839, 13.7514, 0.001, -0.0044, 0.0107
Si, 8.1842, 0.086, 18.0748, 0.0004, -0.001, 0.0031
Si, 1.2707, 6.3038, 17.252, -0.0001, 0.0031, 0.0018
Si, 6.1752, 8.8904, 9.7339, 0.0081, -0.0361, -0.017
Si, 1.8207, 8.6367, 9.8799, -0.0079, -0.0022, 0.0147
Si, 7.4364, 6.9095, 14.275, -0.0062, 0.0046, 0.0007
Si, 6.2677, 8.4426, 16.7813, -0.0011, -0.0023, 0.0037
Si, 2.31, 9.3942, 21.0932, -0.0008, 0.0002, -0.0057
Si, 1.2492, 0.4405, 9.6007, -0.0666, -0.0426, 0.0031
Si, 9.4044, 4.3537, 14.5137, 0.003, 0.0108, 0.0101
Si, 7.6826, 12.1162, 12.8413, 0.006, -0.0144, 0.0152
Si, 9.7801, 8.4506, 12.9613, 0.0001, -0.006, -0.0096
Si, 2.8028, 3.4543, 16.9469, -0.0027, 0.006, 0.0026
Si, 10.441, 11.4647, 13.9331, 0.0015, -0.0102, 0.0051
Si, 9.6078, 8.9676, 21.0791, 0.0006, 0.0007, -0.0075
Si, 3.1274, 11.8389, 18.306, -0.0002, -0.0031, 0.0013
Si, 5.2103, 10.857, 21.1347, 0, -0.001, -0.0055
Si, 3.4813, -0.2832, 21.0348, 0.0007, 0.0006, -0.0076
Si, 6.6076, 3.5509, 21.198, 0.0014, -0.0007, -0.0106
Si, 10.5473, 2.6184, 21.0725, 0.0014, -0.0015, -0.0061
Si, 2.418, 7.2053, 12.4404, -0.0021, 0.0014, -0.0058
O, 10.0116, 3.6921, 19.9572, -0.0004, -0.0009, 0.0026
O, 6.6134, 2.9853, 16.2597, -0.0025, 0.0001, -0.0052
O, 9.7779, 1.1769, 20.9786, -0.0011, 0.0008, 0.0024
O, 4.841, 1.0054, 16.4025, -0.0016, 0.0023, -0.0067
O, 3.7027, 10.24, 21.0198, -0.0005, 0.0013, 0.0012
O, 11.5256, 0.1796, 16.926, 0.0017, 0.0027, -0.0052
O, 5.8552, 5.6727, 10.6132, 0.0014, -0.0167, -0.014
O, 1.8507, 2.0998, 16.9114, 0.0005, -0.0021, -0.0037
O, 7.6693, 4.7171, 20.7185, -0.0019, -0.001, 0.0003
O, 9.1535, 13.5001, 10.138, -0.0111, 0.0166, -0.015
O, 3.9343, 3.3727, 15.7564, 0.0042, -0.0038, -0.0053
O, 2.4928, 11.2115, 14.0844, -0.0019, 0.0099, -0.0033
O, 0.5087, 2.2879, 20.7172, -0.0019, 0.0008, 0.0027
O, 2.6716, 3.8653, 20.7015, -0.0023, -0.001, -0.0027
O, 2.5252, 9.1445, 15.6549, -0.0003, 0.0022, -0.004
O, 8.5546, 1.6039, 17.6031, 0.0004, 0.0017, -0.0035
O, 4.686, 12.2491, 18.0399, 0.0011, 0.003, -0.0028
O, 2.291, 7.5251, 17.6666, -0.0006, 0.001, -0.0017
O, 7.9999, 4.0957, 18.1901, 0.0002, -0.001, -0.0034
O, 6.9626, 10.9063, 13.6532, 0.0061, 0.0055, -0.0046
O, 8.3419, 8.1336, 13.6755, 0.001, 0.0025, 0
O, 1.7412, 7.4179, 10.9639, -0.0004, -0.0048, -0.0009
O, 3.0822, 1.288, 20.7619, 0.0004, -0.0001, 0.0012
O, 10.5497, 11.4437, 15.5697, 0.0019, 0.0008, -0.0083
O, 8.128, 4.6646, 11.238, 0.0017, -0.0228, 0.0012
O, 1.1645, 9.7242, 19.9774, 0.0015, 0.0003, 0.0021
O, 6.8465, 13.4667, 13.1471, -0.0047, 0.008, -0.0108
O, 10.5912, 7.6502, 20.7529, -0.0009, 0.0007, 0.0018
O, 2.4874, 13.3574, 12.5868, 0.0194, 0.0116, -0.0252
O, 6.2875, 6.5607, 13.1731, 0.0033, -0.0028, -0.0014
O, 2.6887, 0.8968, 10.2017, 0.023, 0.0159, -0.0063
O, 5.6943, 8.224, 11.1459, 0.0024, 0.0021, 0.0048
O, 6.9715, 8.338, 18.2574, -0.0007, 0.0004, 0
O, 5.5454, 7.8114, 20.5408, -0.0022, -0.0019, 0.0032
O, 2.5339, 8.707, 13.0784, -0.0006, 0.0059, 0.0001
O, 10.2405, 9.9692, 13.3169, 0.0032, 0.011, 0.0037
O, 1.9457, 4.8475, 16.8911, 0.0014, -0.0033, -0.0012
O, 4.695, 9.7232, 14.199, 0.0009, 0.0015, -0.0003
O, 9.2328, 3.5193, 15.9057, -0.0004, 0.0005, -0.0064
O, 5.4793, 2.1529, 14.0246, 0.0068, -0.0072, -0.0259
O, 7.695, 11.7045, 11.26, -0.0187, 0.009, -0.0196
O, 5.2251, 12.0211, 15.4024, 0.0012, 0.002, -0.0058
O, 11.6047, 1.325, 10.1506, -0.0023, 0.0088, -0.025
O, 3.8791, 6.5212, 12.2167, 0.0025, -0.001, -0.0076
O, 2.798, 7.8524, 20.8534, 0.0012, -0.0006, 0.002
O, 4.6656, 8.3315, 17.0515, 0.0007, 0.0016, -0.0016
O, 5.0276, 12.499, 20.9788, -0.0015, 0.0013, 0.001
O, 2.9947, 10.2176, 18.0148, -0.0002, 0.0032, -0.0009
O, 9.3759, 12.4298, 17.7962, 0.0009, 0.0012, -0.0045
O, 0.9316, 12.2894, 10.0732, 0.0182, 0.0268, -0.0085
O, 10.8901, 7.4706, 13.6088, -0.0014, 0.0005, -0.0015
O, 9.0749, 3.3128, 13.3062, -0.0047, -0.0082, -0.0099
O, 1.5444, 6.2186, 13.4203, -0.0014, 0, 0.0009
O, 6.9818, 12.9832, 17.1225, -0.0007, 0.0012, -0.0025
O, 6.7803, 7.2922, 15.7332, 0.0011, 0.0002, -0.0014
O, 0.4726, 6.72, 15.8816, -0.0018, -0.0006, -0.0037
O, 7.0327, 2.3599, 11.8587, -0.0052, -0.0092, -0.0323
O, 10.8978, 8.4867, 18.3484, 0.0005, 0.0003, 0.0007
O, 10.0462, 11.0706, 10.2026, -0.0203, 0.0123, -0.0093
O, 8.3571, 5.5967, 14.5161, 0.0033, -0.0042, -0.0023
O, 0.307, 6.1258, 18.5874, 0, -0.0005, -0.0006
O, 2.6812, 12.3171, 19.8223, 0.001, 0.003, -0.0001
O, 6.1616, 10.2863, 19.9328, -0.001, 0.0008, 0.0015
O, 7.7883, 9.1667, 9.761, -0.0061, 0.0078, -0.0079
O, 7.8098, 13.397, 19.665, 0.0011, 0.0002, -0.0004
O, 6.6123, 9.8797, 16.0807, 0.0006, 0.0031, -0.0037
O, 0.5631, 9.6291, 10.1541, -0.0013, 0.0038, -0.0088
O, 11.5735, 11.0507, 17.9935, -0.0003, 0.0038, -0.0045
O, 4.1065, 5.8004, 19.827, 0.0001, 0.0005, 0.0013
O, 7.3308, 2.109, 21.1852, -0.0022, 0.0009, 0.0005
O, 4.8031, 1.002, 11.7263, 0.0112, 0.0094, -0.0279
O, 2.3195, 12.7692, 17.2639, -0.002, 0.0031, -0.0057
O, 8.2311, 6.6399, 9.6681, -0.0107, -0.0193, -0.0056
O, 10.9373, 4.9039, 14.3337, -0.0032, -0.004, -0.0003
O, 9.1777, 12.3681, 13.4409, -0.0036, 0.004, -0.001
O, 1.6786, 0.293, 14.9439, 0.0022, 0.0002, -0.0106
O, 10.1641, 10.2218, 20.1676, 0.0001, 0.0007, 0.0006
O, 3.9807, 12.0121, 10.8636, 0.0137, 0.0342, -0.0073
O, 8.0825, 8.5717, 20.6599, -0.0004, -0.0001, 0.0023
O, 9.4984, 2.5797, 10.7919, -0.018, 0.003, -0.0182
O, 0.1794, 12.1661, 13.3215, 0.0002, 0.0031, -0.0055
O, 9.7052, 8.1853, 11.3355, 0.0016, 0.0043, 0.004
O, 5.5432, 10.3728, 9.5342, -0.0143, 0.0193, 0.0076
O, 5.3464, 3.4795, 20.1924, 0.0011, 0.0004, 0.0027
O, 9.3516, 6.1422, 19.0692, -0.0016, -0.0021, 0
O, 3.6685, 3.5298, 18.3121, 0.0016, -0.0008, -0.0051
O, 3.1592, 9.5457, 10.1069, 0.0168, 0.0235, -0.0164

Results
free energy: -166115.872 eV
free energy less fixed offsets of B -154.04, H -15.97, O -568.88, Si -635.61 eV per atom: -2.712 eV

The program warned: the cutoff lies below the one the program advises for these potential files; the forces do not sum to zero within the program's tolerance; the exchange-correlation potential is rough where the density is thin.
